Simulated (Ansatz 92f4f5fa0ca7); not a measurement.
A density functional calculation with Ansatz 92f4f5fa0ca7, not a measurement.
Periodic cell of 416 atoms, Si264O152, from a study of silicon, its oxide and their interface. The atomic structure is a simulated model.
Doubt: the cutoff is far below the 930 eV that the study's wrapper takes by default for these files, so forces and energies are approximate.
This geometry differs little from another in the collection (a relaxation step or a small displacement).

Settings: functional PBE; potential files Ansatz PAW; basis plane waves; wave-function cutoff 580 eV; density cutoff ratio 5; exchange-correlation grid ratio 1; k mesh 1 x 1 x 1, Gamma-centred; self-consistency stop 5e-08 eV per atom in the density residual; occupations fixed; spin none; net charge 0.

Cell vectors (angstrom)
a 15.4687 0 0
b 0 12.8259 0
c 0 0 36.8233

Atoms and the computed forces on them: element, x, y, z (angstrom), force x, y, z (eV/angstrom)
Si 0.022 1.156 34.192 -0.001 0 -0.002
Si 3.904 1.141 34.187 0 0 -0.002
Si 7.724 1.182 34.149 0 0 -0.001
Si 11.692 1.144 34.193 0 0 -0.001
Si 1.943 7.6 34.167 -0.001 0 -0.002
Si 5.816 7.583 34.047 0 0 -0.001
Si 9.706 7.597 34.04 -0.001 0.001 -0.002
Si 13.569 7.581 34.128 0 0 -0.002
Si 1.934 5.247 34.556 0.219 0.303 0.527
Si 5.801 5.247 34.556 0.053 0.185 -0.587
Si 9.668 5.247 34.556 -0.064 0.263 -0.185
Si 13.535 5.247 34.556 0.159 0.166 0.347
Si 0 11.66 34.556 -0.067 -0.234 -0.25
Si 3.867 11.66 34.556 0.038 -0.199 0.309
Si 7.734 11.66 34.556 0.148 0.324 0.105
Si 11.602 11.66 34.556 0.129 -0.226 -0.129
Si 0 4.664 35.793 0.017 0.042 0.038
Si 3.867 4.664 35.793 -0.125 0.118 0.035
Si 7.734 4.664 35.793 0.002 -0.029 -0.064
Si 11.602 4.664 35.793 0.012 -0.014 -0.023
Si 1.934 11.077 35.793 0.018 -0.025 -0.025
Si 5.801 11.077 35.793 -0.046 -0.106 -0.034
Si 9.668 11.077 35.793 -0.03 0.108 -0.007
Si 13.535 11.077 35.793 -0.069 -0.093 -0.051
Si 0 2.332 36.205 -0.068 0.053 0.316
Si 3.867 2.332 36.205 0.084 0.018 0.208
Si 7.734 2.332 36.205 -0.033 0.043 0.079
Si 11.602 2.332 36.205 0.199 0.035 0.256
Si 1.934 8.745 36.205 0.034 0.083 0.229
Si 5.801 8.745 36.205 0.029 -0.05 -0.49
Si 9.668 8.745 36.205 0.063 -0.092 -0.504
Si 13.535 8.745 36.205 0.07 -0.026 -0.092
Si 1.934 1.749 0.619 -0.015 0.001 0.002
Si 5.801 1.749 0.619 -0.072 0.037 0.031
Si 9.668 1.749 0.619 -0.07 -0.012 -0.04
Si 13.535 1.749 0.619 -0.003 0.128 0.104
Si 0 8.162 0.619 0.01 -0.026 -0.014
Si 3.867 8.162 0.619 -0.05 -0.033 -0.039
Si 7.734 8.162 0.619 -0.032 -0.095 -0.116
Si 11.602 8.162 0.619 0.099 -0.003 -0.06
Si 0 5.83 1.031 -0.016 0.022 0.076
Si 3.867 5.83 1.031 0.104 -0.048 0.042
Si 7.734 5.83 1.031 0.017 0.092 0.102
Si 11.602 5.83 1.031 0.004 0.131 0.122
Si 1.934 12.243 1.031 -0.007 -0.04 -0.052
Si 5.801 12.243 1.031 0.018 0.027 0.016
Si 9.668 12.243 1.031 0.043 -0.171 -0.142
Si 13.535 12.243 1.031 0.036 -0.014 -0.022
Si 1.934 5.247 2.268 0.049 0.062 0.501
Si 5.801 5.247 2.268 -0.225 0.028 0.245
Si 9.668 5.247 2.268 -0.127 0.061 0.363
Si 13.535 5.247 2.268 0.181 -0.016 0.245
Si 0 11.66 2.268 -0.056 -0.022 -0.517
Si 3.867 11.66 2.268 -0.109 -0.065 -0.344
Si 7.734 11.66 2.268 0.222 0.003 -0.341
Si 11.602 11.66 2.268 -0.323 -0.041 -0.156
Si 1.934 2.915 2.68 0.051 -0.051 0.01
Si 5.801 2.915 2.68 0.063 -0.035 0.013
Si 9.668 2.915 2.68 0.03 0.084 -0.018
Si 13.535 2.915 2.68 0.027 -0.138 -0.145
Si 0 9.328 2.68 -0.049 0.084 0.186
Si 3.867 9.328 2.68 0.056 0.087 0.085
Si 7.734 9.328 2.68 0.029 0.005 0.139
Si 11.602 9.328 2.68 -0.082 -0.091 -0.094
Si -3.8 1.508 29.758 -0.002 0.001 0.002
Si 6.972 5.553 27.685 0 -0.003 -0.003
Si 7.514 3.519 23.942 -0.006 -0.001 0.003
Si 14.198 4.056 26.145 0.001 0.002 -0.003
Si 4.67 7.437 26.971 -0.003 0.002 -0.001
Si 6.729 11.004 27.966 0 -0.002 0.003
Si 11.114 7.518 28.716 0.001 -0.001 0.002
Si 12.587 5.152 23.73 0 0 -0.001
Si -0.23 9.423 25.929 0.002 -0.004 -0.004
Si 8.756 0.407 27.881 -0.003 -0.001 0.004
Si 7.847 1.817 30.127 0.001 0.002 -0.003
Si 15.634 4.611 31.468 -0.001 0 -0.001
Si 2.26 8.716 19.185 -0.003 0 0
Si -3.555 16.652 29.281 0 -0.001 0
Si 5.815 11.159 31.288 0 -0.001 0
Si 11.213 13.024 27.921 -0.002 -0.001 -0.006
Si 0.141 1.197 29.602 -0.001 -0.003 0.001
Si 0.501 3.514 29.427 0.001 0.002 -0.001
Si 3.72 1.271 29.67 0.001 -0.001 -0.003
Si 15.616 -2.052 27.838 -0.001 -0.001 -0.001
Si 4.985 14.891 25.249 0.002 0.002 -0.001
Si 8.75 7.559 24.975 0.001 0.002 0.01
Si 9.719 11.038 31.104 0 -0.002 -0.001
Si 20.35 9.293 25.153 -0.013 0.01 -0.009
Si 4.239 4.368 27.328 -0.003 -0.001 0
Si 5.796 0.728 30.775 -0.001 -0.001 -0.001
Si 4.926 -0.761 26.791 -0.001 -0.006 -0.008
Si 10.223 5.258 28.337 0 0 -0.002
Si 0.605 6.887 30.972 0.001 0 0
Si 13.265 8.384 27.982 0.002 0 -0.003
Si 7.787 4.038 31.147 -0.001 -0.002 -0.001
Si 14.203 6.85 29.498 -0.002 0 -0.004
Si 1.934 0.59 31.012 -0.001 -0.001 -0.001
Si 8.241 5.759 29.629 0 0 0
Si 9.757 0.667 30.967 -0.001 0 0
Si 13.619 0.691 30.809 0 -0.001 0
Si 3.03 12.492 28.073 -0.003 0 0.001
Si 3.755 4.747 31.127 0 0 0
Si 5.922 9.476 29.613 -0.001 0 -0.001
Si 12.14 6.977 30.809 -0.002 0.001 -0.001
Si -1.402 4.61 28.443 -0.002 0.001 0
Si 3.094 7.072 30.804 0 0 -0.002
Si 7.781 8.001 30.374 -0.001 0 0
Si 11.704 4.739 31.393 0 0.001 -0.001
Si 1.968 11.088 31.289 -0.001 0 0
Si 9.523 9.271 29.312 0 0.002 0
Si 3.803 8.523 28.985 0.001 0 -0.001
Si 13.526 11.152 31.125 0.001 0 -0.001
Si 2.06 4.021 32.617 0 0 0
Si 5.758 4.119 32.406 -0.001 0 -0.001
Si 9.718 4.023 32.533 -0.001 -0.001 -0.002
Si 13.61 4.065 32.556 -0.001 0 0
Si -0.016 10.5 32.425 -0.001 0 -0.001
Si 3.892 10.517 32.514 0 0 -0.001
Si 7.79 10.606 32.471 -0.001 0 -0.003
Si 11.629 10.55 32.43 -0.001 0 -0.002
Si 1.967 1.728 33.033 0 0 -0.001
Si 5.762 1.783 32.899 0 -0.001 -0.001
Si 9.757 1.717 33.052 -0.001 -0.001 -0.001
Si 13.611 1.743 32.924 0 0 -0.002
Si 0.037 8.167 32.89 0 0 -0.001
Si 3.817 8.168 32.844 0 0 -0.001
Si 7.765 8.256 32.778 0 -0.001 -0.001
Si 11.706 8.212 32.814 0 0 -0.001
Si 0 2.332 3.917 -0.273 0.116 -0.099
Si 3.867 2.332 3.917 -0.211 0.169 0.426
Si 7.734 2.332 3.917 0.011 0.401 -0.008
Si 11.602 2.332 3.917 -0.005 -0.307 -0.948
Si 1.934 8.745 3.917 0.205 -0.248 0.582
Si 5.801 8.745 3.917 -0.323 -0.254 0.163
Si 9.668 8.745 3.917 0.348 -0.145 -0.316
Si 13.535 8.745 3.917 -0.049 -0.275 0.167
Si 1.953 6.405 4.424 0 0.003 0
Si 5.709 6.407 4.371 -0.003 0.002 -0.001
Si 9.626 6.406 4.408 0.001 0.003 0.001
Si 13.581 6.427 4.36 0 0.001 0
Si -0.075 12.8 4.278 -0.002 0 0.001
Si 3.84 12.825 4.292 0.001 -0.001 0.002
Si 7.821 12.846 4.274 0.001 -0.002 0.002
Si 11.516 12.831 4.306 0.002 -0.001 0.001
Si 0.032 5.954 5.744 -0.001 0 0
Si 3.848 5.8 5.809 0 -0.001 0
Si 7.597 5.887 5.652 0.009 -0.015 -0.013
Si 11.642 5.789 5.559 -0.003 -0.001 0
Si 1.859 12.166 5.42 0.005 0.001 0.001
Si 5.871 12.207 5.313 -0.008 0.002 0.002
Si 9.639 12.29 5.673 -0.003 0.005 0
Si 13.435 12.077 5.388 0.001 0 0
Si -0.093 3.536 5.959 0.002 0 0.001
Si 3.767 3.399 6.119 0.003 0 0
Si 7.629 3.547 5.978 -0.001 0.002 0.002
Si 11.613 3.439 5.883 0.002 -0.002 -0.002
Si 1.964 9.886 6.058 0 -0.002 0.002
Si 5.879 9.971 5.938 0.017 -0.008 0.009
Si 9.816 9.901 5.928 -0.005 -0.014 0
Si 13.51 9.796 6.044 -0.003 -0.002 0.002
Si 2.211 8.997 11.866 -0.008 0.002 0.001
Si 3.616 1.47 10.798 0.007 0 -0.007
Si 13.029 -1.747 13.898 -0.001 -0.002 -0.001
Si 13.486 2.701 7.112 -0.003 0.002 0.003
Si -0.02 9.601 7.393 0.002 0.001 -0.001
Si 5.223 8.493 8.551 -0.026 0.025 -0.015
Si 10.915 10.644 9.213 -0.002 -0.002 0.001
Si 11.583 6.656 7.767 0.005 0 -0.003
Si 3.204 6.738 13.604 0.002 0 -0.002
Si 0.07 7.126 7.952 0.003 0 -0.004
Si 9.476 12.803 14.781 0.002 -0.002 0.001
Si 12.45 1.363 10.436 0 -0.002 0.003
Si 1.672 15.582 7.242 -0.001 0.001 -0.001
Si 7.568 12.565 8.809 -0.009 0.007 0.001
Si 9.639 15.888 7.079 -0.005 0.002 -0.002
Si 12.772 16.479 9.138 -0.002 0.003 -0.003
Si -3.486 4.34 13.204 -0.002 0.001 0.002
Si 5.817 0.413 7.358 -0.002 0.003 0.002
Si 5.975 3.262 9.549 0.005 -0.013 -0.011
Si 15.261 11.981 8.507 0.001 0 0
Si -1.281 12.518 10.606 0 0.002 0.003
Si 3.462 11.806 12.447 0.017 -0.007 0.007
Si 7.916 9.239 7.051 0.015 0.045 -0.012
Si 9.492 13.615 7.721 0.002 0 0.002
Si -1.874 6.02 8.918 -0.003 -0.004 0.006
Si 8.825 3.436 10.848 -0.002 0.003 0
Si 7.031 7.106 7.679 -0.028 -0.029 0.015
Si 11.564 9.194 7.38 0.003 0.003 -0.001
Si -3.98 12.919 8.674 -0.002 0.003 -0.002
Si 6.457 11.454 11.363 -0.009 0.006 0.018
Si 6.827 9.377 10.302 0.004 0 0.002
Si 12.535 10.704 10.983 -0.003 0.002 0
Si 0.942 4.653 14.377 -0.003 0 0
Si -0.481 8.803 13.384 0.004 0.003 -0.004
Si 3.76 -0.336 8.193 0.002 -0.004 0.002
Si 7.732 -2.265 13.915 0 -0.002 -0.003
Si 7.212 14.969 15.337 -0.003 0.002 -0.004
Si 10.516 6.863 12.427 -0.004 0 0.001
Si 3.993 6.512 8.205 0.021 -0.008 -0.004
Si 16.897 3.791 10.264 0 -0.002 -0.003
Si -1.999 0.317 7.412 0.001 -0.002 0
Si 0.138 -0.476 16.163 -0.003 -0.001 -0.001
Si 10.581 4.557 8.636 -0.002 -0.003 0.008
Si 4.391 1.6 16.688 0.001 -0.002 -0.001
Si 3.979 10.158 7.398 -0.002 0.006 0.01
Si 5.512 5.97 11.806 -0.002 0.005 -0.001
Si 7.34 4.21 13.283 0.003 -0.001 -0.004
Si 13.074 7.897 11.311 -0.002 0.003 0
O -6.094 -2.947 19.789 -0.002 0 -0.001
O -4.313 5.361 12.217 0 -0.001 -0.001
O 8.236 1.875 28.477 -0.001 -0.001 0
O 16.114 9.039 12.263 0.009 0.002 0.002
O -6.463 7.132 11.876 0 0.002 0
O 3.389 13.289 16.066 -0.001 0.001 0.001
O 1.825 5.379 10.404 -0.002 -0.001 -0.004
O 1.834 5.864 13.723 -0.002 -0.001 0.002
O 0.463 3.893 23.036 -0.006 0.009 0
O 5.891 21.798 17.047 -0.002 -0.001 0
O 22.676 -10.141 13.808 -0.002 -0.003 0.004
O 15.448 8.016 14.738 -0.001 0 0
O 0.998 8.479 18.186 -0.001 0 0
O -18.858 10.647 12.621 0.001 0 0.001
O 9.45 17.112 20.902 -0.001 -0.001 -0.001
O 10.899 32.162 16.617 -0.002 0.001 0.002
O 3.657 25.847 9.769 0 0.006 -0.001
O 9.998 6.177 19.037 0 0.001 -0.002
O -10.351 18.126 20.498 -0.003 0 0
O -5.931 -14.714 26.229 -0.007 -0.002 -0.002
O 5.356 -1.018 19.771 0 0.001 0.003
O 33.346 7.429 20.203 -0.002 0 -0.001
O -1.527 18.504 23.001 0.004 -0.003 -0.005
O -11.348 10.737 16.206 -0.002 0 -0.001
O 1.514 -1.405 16.233 0.003 0.001 -0.002
O 7.7 -1.235 24.33 -0.009 -0.027 -0.019
O 2.728 10.546 11.632 0.002 -0.005 0.008
O 8.676 3.856 25.065 -0.006 0.005 -0.004
O 4.87 0.747 21.628 -0.011 -0.014 -0.003
O -9.082 -26.866 17.353 0 -0.001 0
O 17.414 -2.78 20.037 0 0 -0.002
O 7.799 -0.706 28.683 -0.003 0 -0.003
O -3.875 6.423 23.685 -0.001 -0.001 0
O -16.481 10.298 13.745 0.001 -0.005 -0.001
O 12.95 17.507 25.258 0 -0.001 0
O -7.224 10.026 22.248 -0.007 0.003 0.003
O -1.907 30.057 12.777 0 -0.002 -0.001
O 17.739 7.04 23.488 0 -0.001 -0.003
O -6.439 -14.418 14.619 -0.001 0.004 0
O 23.772 13.259 26.289 0 -0.002 -0.001
Si 21.604 -0.154 18.591 -0.003 -0.001 -0.001
Si 5.717 10.463 16.389 0 0.001 -0.004
Si 14.311 15.284 20.649 -0.002 0 -0.001
Si 1.647 13.193 7.493 -0.001 0.001 0
Si 15.239 7.429 18.444 -0.003 0 -0.001
Si -0.459 3.616 12.751 -0.002 -0.001 0
Si 13.861 11.663 24.198 -0.001 -0.001 0
Si 3.004 3.548 29.194 0 -0.001 -0.001
Si 9.23 10.778 21.155 -0.001 0.002 -0.002
Si 11.842 15.173 22.434 -0.003 0.001 -0.001
Si -12.463 24.59 15.615 -0.004 -0.002 -0.002
Si 12.204 -2.535 21.867 -0.001 -0.001 0
Si 13.354 10.634 28.783 -0.002 -0.001 -0.001
Si -3.921 26.082 24.91 -0.002 -0.001 0
Si 21.258 5.629 9.47 0 -0.009 0.001
Si -0.049 14.114 25.504 -0.002 -0.001 0
Si 1.497 6.072 20.257 -0.003 -0.001 0
Si -7.779 -4.734 12.11 0.001 -0.002 -0.002
Si 6.26 6.353 23.449 0 0.001 0
Si -2.333 9.342 19.082 -0.002 -0.001 0.001
Si -4.65 -5.265 22.821 0.001 -0.002 -0.002
Si 14.575 19.679 15.504 -0.002 0.003 -0.002
Si 16.625 3.82 24.503 -0.004 0.003 -0.005
Si 10.838 14.404 12.273 0.002 0.002 -0.002
Si 4.948 20.78 17.932 -0.002 0 0.002
Si 8.893 12.124 25.27 -0.004 -0.003 -0.009
Si 21.237 15.566 7.239 -0.001 0.001 0.009
Si 8.36 0.391 19.494 -0.001 0 0.002
Si 7.434 4.963 16.098 0.001 0 -0.002
Si 16.222 0.194 27.488 0.001 -0.002 0
Si 4.453 6.066 16.517 -0.001 -0.001 0
Si 2.243 -2.41 29.034 0 0.001 0
Si -6.164 5.856 20.477 0 0.001 -0.001
Si 17.489 -2.153 21.53 0.002 0 0.001
Si -0.725 13.325 13.378 -0.001 -0.002 -0.003
Si 16.139 -11.072 18.412 -0.002 -0.002 0
Si -0.383 17.771 22.137 0 -0.001 0.007
Si 8.612 9.884 27.146 0.006 -0.003 -0.003
Si 3.3 5.768 23.456 -0.004 0.003 -0.002
Si -4.859 -0.833 17.509 -0.001 0.002 -0.002
Si 9.618 6.79 17.571 0.001 -0.001 0
Si 3.854 1.771 22.364 -0.001 -0.008 0
Si 13.429 -1.507 16.816 -0.002 0.001 -0.001
Si 3.816 -8.07 21.346 -0.003 -0.001 -0.002
Si 6.172 6.551 20.511 0 -0.001 0.001
Si 7.045 10.558 23.252 -0.027 0.029 -0.003
Si 4.926 11.976 21.335 0.012 0 0.018
Si 2.064 21.436 23.892 0.001 0.001 0.004
Si 1.165 0.693 21.172 0.001 0.001 0.001
Si 8.859 4.951 26.317 0.001 0.001 -0.004
Si 2.731 3.447 16.724 -0.002 -0.001 0
Si -6.98 10.404 8.977 -0.003 -0.007 0.001
Si -6.416 15.587 21.346 -0.001 0 -0.001
Si 11.537 19.219 15.146 0 0 -0.004
Si 10.146 9.651 18.339 -0.001 -0.003 0.001
Si 2.007 6.76 9.479 -0.002 0.009 0.008
O 1.625 15.799 17.863 -0.001 -0.001 -0.001
O 5.75 7.58 19.324 -0.002 0.001 -0.002
O 39.461 17.105 12.198 0.001 0 0.003
O 16.501 -4.168 25.172 -0.005 0.002 -0.003
O -0.977 -21.595 20.916 0.001 0.001 0.002
O 3.538 -14.426 21.722 0.001 0.001 -0.001
O 8.205 13.687 15.331 0 -0.002 -0.001
O 18.432 21.128 13.16 -0.003 0.002 -0.002
O 5.858 5.233 16.392 -0.002 0 0
O 10.085 -0.062 24.373 -0.007 -0.004 0.003
O -6.157 -4.412 17.608 -0.001 0.001 0
O 15.671 4.599 25.593 -0.002 -0.004 -0.004
O -4.011 -4.97 11.531 -0.002 0 0
O 27.096 -3.87 18.59 -0.001 0.001 -0.001
O -5.439 6.839 21.572 -0.002 0 0
O 0.462 -6.777 18.999 0 0.001 0.002
O 17.796 1.346 22.077 0.007 0.001 0.001
O -12.989 15.471 10.747 -0.002 0 0
O 14.063 -4.457 26.479 -0.001 0.002 0.002
O -3.203 -26.368 17.723 -0.004 0 -0.001
O -0.258 -0.147 11.938 -0.002 0 -0.002
O 5.037 11.62 12.13 -0.01 0.001 -0.004
O 21.938 10.517 14.945 0 -0.001 0.005
O -12.12 -7.871 17.068 0 0.001 -0.001
O 9.63 17.376 9.982 0.004 -0.001 -0.004
O 13.247 11.214 22.739 -0.002 -0.001 -0.002
O -1.234 2.393 25.918 -0.001 0.001 -0.001
O 3.979 6.121 12.314 -0.003 0 0.003
O 8.484 -4.268 26.212 -0.004 -0.001 -0.008
O 21.27 4.399 27.869 0.001 0.002 0
O -7.953 24.345 12.613 -0.015 -0.003 -0.014
O -5.807 25.743 18.505 0 -0.001 -0.002
O 6.112 19.997 22.034 -0.001 -0.003 -0.001
O -10.195 13.481 26.018 0 -0.003 0
O 30.118 -10.725 13.237 0 0.005 -0.002
O 3.546 -3.683 24.245 0.014 0.006 0.015
O 1.892 -9.178 15.291 -0.002 0.001 -0.001
O -8.623 17.676 23.256 0.001 -0.005 0.006
O 2.608 17.392 24.368 -0.002 0 -0.001
O 10.177 13.379 13.405 -0.002 0 0.001
O 34.825 18.757 26.811 0 -0.001 0
O 14.865 12.987 24.394 0 0.002 0
O 11.445 26.634 26.454 -0.002 -0.001 0.003
O 15.703 0.131 14.631 0.002 0 0.002
O 22.986 -9.922 10.036 -0.004 -0.001 -0.004
O 14.089 -4.774 19.436 -0.001 0 -0.002
O 13.608 19.471 10.455 0.001 -0.001 -0.002
O -2.203 12.7 13.748 -0.003 -0.001 0.001
O -3.333 14.277 23.778 0 -0.001 -0.001
O 10.739 -14.625 21.756 -0.002 -0.001 -0.001
O -15.688 18.21 15.29 0.003 -0.001 -0.001
O 4.991 15.172 10.544 -0.009 -0.005 0.004
O 12.821 2.051 21.157 -0.001 0 -0.002
O 11.403 -9.991 13.147 -0.002 -0.003 -0.001
O 35.116 -9.603 21.729 -0.001 0 -0.001
O 3.63 8.837 18.341 0 -0.001 -0.002
O 18.691 0.599 12.15 0 -0.002 -0.001
O -3.764 -8.011 14.743 0 0 -0.001
O 25.976 25.528 16.029 -0.003 0 -0.002
O -9.444 -1.466 22.319 0.017 -0.01 0.025
O -13.987 -11.917 19.571 -0.002 0.001 -0.001
O 13.84 7.854 12.734 0.001 0 0
O -7.404 15.537 22.647 -0.003 0.001 0.001
O 6.232 7.004 27.33 -0.001 0 0
O -13.898 9.567 22.65 0 0.001 -0.001
O -0.204 14.303 21.533 0 -0.001 0
O 10.608 32.826 14.038 0.002 -0.002 0.001
O 1.191 2.22 24.9 -0.002 0.002 -0.002
O 22.755 7.096 24.441 -0.001 0 0
O 20.569 1.059 18.1 -0.002 -0.002 -0.001
O 4.226 3.174 26.189 -0.001 -0.001 -0.002
O 5.948 -8.264 12.538 -0.004 0 -0.001
O 7.728 -7.599 14.506 -0.001 0.001 0.004
O 0.995 11.942 21.564 0.001 0 0
O 16.033 18.958 21.584 -0.004 -0.007 0
O 6.41 32.805 12.512 -0.003 -0.003 -0.002
O -5.83 2.081 11.252 0.004 -0.003 0.001
O 12.542 11.98 25.089 -0.002 0 -0.001
O -7.149 5.97 17.001 -0.003 -0.002 -0.002
O 8.534 12.209 20.789 -0.001 -0.001 -0.001
O -7.053 1.933 20.081 -0.003 -0.002 -0.002
O 6.864 -12.95 10.349 0.003 -0.006 0.003
O -2.872 10.775 15.456 -0.001 0 -0.003
O 1.223 16.354 8.667 0 0 0.006
O 24.988 6.261 25.559 -0.007 0.005 -0.001
O 20.12 10.79 25.79 0.006 -0.012 -0.007
O 11.867 8.749 22.379 -0.001 0.001 -0.001
O -12.443 37.26 13.998 0.008 0.001 -0.025
O -3.325 -1.197 28.1 0.001 0 -0.001
O 21.867 2.651 24.719 0.005 0.006 -0.004
O 27.413 -8.917 22.897 -0.001 -0.001 -0.001
O 4.759 -6.597 24.117 0.002 0 -0.002
O -0.855 10.346 24.739 -0.001 0.001 -0.001
O -9.276 9.448 24.123 -0.004 0.023 -0.008
O 14.498 -5.725 17.081 -0.001 0 -0.002
O -2.446 19.846 15.081 0 -0.002 0
O -2.494 -2.592 20.429 -0.002 0 -0.001
O 28.883 -3.49 10.612 0.003 -0.003 0
O -5.082 14.816 21.844 -0.001 0 0
O 2.296 -4.755 10.494 -0.004 0.002 0.005
O 7.72 16.178 16.353 -0.001 -0.001 0
O 15.557 3.596 11.192 0.002 0.001 -0.001
O 8.04 9.045 13.4 -0.001 0.002 0.002
O -1.576 10.116 17.84 0 -0.002 0.001
O 5.668 1.762 15.669 0.001 0 0
O 4.009 6.653 15.031 -0.001 -0.001 0
O 7.711 6.117 20.28 -0.003 0 -0.001
O -12.965 -8.037 20.335 -0.002 0.003 0.001
O -21.241 -17.439 23.826 -0.004 0 0.001
O -0.755 2.261 19.071 -0.001 0 -0.001
O 0.281 26.438 17.181 0 0.001 0.002
O 4.033 1.753 23.972 0.001 -0.001 -0.01

Results
free energy: -254261.602 eV
free energy less fixed offsets of O -568.88, Si -635.61 eV per atom: 9.198 eV

The program warned: the cutoff lies below the one the program advises for these potential files; the exchange-correlation potential is rough where the density is thin.
